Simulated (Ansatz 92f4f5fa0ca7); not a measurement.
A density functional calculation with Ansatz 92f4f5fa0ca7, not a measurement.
Periodic cell of 153 atoms, Si99O54, from a study of silicon, its oxide and their interface. The atomic structure is a simulated model.

Settings
functional: r2SCAN
potential files: Ansatz norm-conserving
basis: plane waves
wave-function cutoff: 1300 eV
density cutoff ratio: 4
exchange-correlation grid ratio: 1
k mesh: 2 x 2 x 1, shifted by 0.5 0.5 0.5 of a step
self-consistency stop: 5e-08 eV per atom in the density residual
occupations: Fermi-Dirac, 0.05 eV
spin: none
net charge: 0

Cell vectors (angstrom)
a, 11.5799, -0.0752, 0.0522
b, -0.0752, 11.6348, 0.0258
c, 0.0892, 0.044, 19.7667

Atoms: element, x, y, z (angstrom)
Si, 0.3305, 0.2101, 0.1423
Si, -0.3378, 4.3535, 0.3614
Si, -0.1359, 7.5104, -0.0153
Si, 4.0353, -0.8651, -0.0007
Si, 3.5805, 3.8143, 0.0411
Si, 3.6853, 6.9251, 0.1194
Si, 7.8561, -0.0068, -0.5788
Si, 7.6398, 4.3215, 0.0666
Si, 7.2743, 7.4815, 0.3345
Si, 2.1541, -0.1243, 1.5462
Si, 1.7805, 3.8202, 1.5384
Si, 1.7734, 7.7393, 1.4093
Si, 5.9656, -0.058, 1.1129
Si, 5.6949, 3.7571, 1.4244
Si, 5.4299, 7.7072, 1.7978
Si, 9.6339, 0.1954, 1.0938
Si, 9.4182, 4.0306, 1.6581
Si, 9.4937, 7.8884, 1.3667
Si, 1.9772, 1.8916, 2.7872
Si, 1.7584, 5.9469, 2.8617
Si, 1.8445, 9.6435, 2.8884
Si, 5.9673, 1.8001, 2.7411
Si, 5.6068, 5.575, 2.9029
Si, 5.6044, 9.7134, 2.7977
Si, 9.5251, 1.969, 2.6688
Si, 9.5471, 6.0342, 2.9956
Si, 9.6222, 9.9439, 2.5942
Si, -0.1668, 1.9987, 4.0352
Si, -0.077, 6.0303, 4.2961
Si, -0.0853, 9.759, 4.111
Si, 4.0192, 1.945, 4.0089
Si, 3.8091, 5.7905, 4.4086
Si, 3.7374, 9.7667, 4.1783
Si, 7.7595, 1.8202, 4.1712
Si, 7.5929, 5.7412, 4.2254
Si, 7.6777, 9.721, 3.9672
Si, 0.1508, 0.097, 5.4278
Si, -0.0283, 3.9104, 5.4298
Si, -0.2025, 7.878, 5.5175
Si, 3.8046, 0.1364, 5.5318
Si, 3.8397, 3.8354, 5.4673
Si, 3.8395, 7.8909, 5.6398
Si, 7.8317, -0.1359, 5.5851
Si, 7.7572, 3.7104, 5.4693
Si, 7.5912, 7.7682, 5.5539
Si, 1.8815, 0.2033, 6.9372
Si, 1.8948, 3.9671, 6.8802
Si, 1.814, 7.9714, 6.9004
Si, 5.7504, -0.1396, 6.9547
Si, 5.7013, 3.7629, 6.9051
Si, 5.6558, 7.7229, 7.0228
Si, 9.8008, 0.0071, 6.8929
Si, 9.6107, 3.8497, 6.8696
Si, 9.6139, 7.831, 7.0793
Si, 2.05, 2.0487, 8.3459
Si, 1.8319, 5.9791, 8.2422
Si, 1.9147, 9.7925, 8.2836
Si, 6.0764, 1.798, 8.1429
Si, 5.6792, 5.6804, 8.2358
Si, 5.7438, 9.7487, 8.4871
Si, 9.8112, 1.9671, 8.3325
Si, 9.5864, 5.8467, 8.304
Si, 9.7583, 9.8125, 8.4917
Si, 0.1619, 2.2448, 9.859
Si, -0.2004, 5.9324, 9.6583
Si, 0.12, 9.9612, 9.7758
Si, 4.1578, 2.0349, 9.3549
Si, 3.802, 5.984, 9.4955
Si, 3.8348, 9.6363, 9.9675
Si, 8.0946, 1.5732, 9.7772
Si, 7.6269, 5.5012, 9.556
Si, 7.676, 9.7422, 9.6956
Si, -0.057, 0.2312, 11.3379
Si, -0.3351, 4.3254, 11.3076
Si, -0.452, 7.9611, 10.8498
Si, 3.97, 0.1624, 10.787
Si, 3.8061, 3.9837, 10.5608
Si, 3.9589, 7.5772, 11.4255
Si, 8.4095, -0.3913, 11.4091
Si, 8.0874, 3.5606, 11.095
Si, 7.9923, 7.5284, 10.6391
Si, 2.4463, 6.7328, 14.038
Si, 8.7806, 4.5693, 16.7902
Si, 6.6361, 6.8384, 13.1826
Si, 7.6223, -0.2072, 14.5172
Si, 14.6915, 3.6865, 13.4802
Si, 8.6119, 9.7457, 16.8834
Si, 4.3105, -2.6578, 15.4141
Si, -0.4439, 6.6602, 13.5385
Si, -0.1119, 9.7999, 17.871
Si, 4.8666, -0.3151, 13.6518
Si, -2.8232, 1.8907, 16.4941
Si, 13.7245, 2.0449, 17.8464
Si, -5.7427, 4.0485, 12.6107
Si, -3.0954, 7.2317, 15.3587
Si, 2.1367, 0.995, 13.0834
Si, 2.4664, 11.146, 17.0595
Si, 11.2008, 3.2053, 17.4198
Si, 5.2854, 8.477, 18.1271
O, 0.1298, -1.3645, -0.4307
O, 1.1777, 3.2526, -2.6951
O, 1.0257, 1.2139, -0.9614
O, -0.1731, 5.8525, -0.209
O, -0.0969, 8.1399, -1.645
O, 3.1814, -0.4823, -1.3067
O, 4.9931, -2.0891, -0.4408
O, -3.7053, -1.2913, -4.2176
O, 2.0271, 2.4201, -5.9648
O, 3.918, 7.4395, -1.4567
O, 3.2471, 10.0319, -3.5854
O, 7.9941, 1.1859, -1.8545
O, 7.833, -1.3348, -1.5416
O, 8.1674, 4.1653, -1.4634
O, 7.7021, 5.9025, 0.4029
O, 6.5979, 7.7749, -1.1933
O, 5.3171, 8.7183, -3.2199
O, -1.5541, -0.2975, 11.5858
O, 0.5789, 0.4257, 12.8822
O, 2.6906, 7.3376, 12.5173
O, -0.0893, 5.148, 12.8691
O, -4.4446, 7.6078, 14.4939
O, -1.471, 10.3851, 17.1429
O, 2.7343, 3.9074, 11.8262
O, 3.2928, -3.936, 15.0685
O, 5.3242, 4.102, 11.1641
O, 7.8815, -0.6676, 12.9504
O, 9.5431, 7.8423, 10.4814
O, 0.8578, 6.8869, 14.4344
O, 7.2337, 3.2372, 12.4077
O, 14.0737, 0.9922, 16.6687
O, 9.5905, 4.1447, 11.5266
O, 7.9691, -4.4316, 12.2181
O, 8.1688, 14.8865, 16.0305
O, 4.6416, 3.1431, 13.4751
O, 3.2421, 0.0435, 13.8922
O, 3.4306, 2.7946, 18.4667
O, 5.1237, -0.14, 12.0618
O, 2.9157, 5.1432, 14.258
O, 4.7353, 9.726, 14.0466
O, 8.5068, 0.9913, 15.1016
O, 8.8215, -3.4645, 16.5385
O, 6.289, -6.3323, 13.4751
O, 11.1438, 7.8386, 12.545
O, -0.6158, 3.2218, 18.9767
O, 2.5563, 0.8427, 11.4818
O, 5.3218, 7.4751, 12.4115
O, 0.9833, 10.4747, 16.9027
O, -1.6999, 6.8145, 14.5781
O, 6.0458, 0.3716, 14.4812
O, 10.4478, 4.636, 17.0229
O, 3.5891, 5.4451, 19.3666
O, 8.0617, 5.8009, 16.1572
O, 10.4198, 1.9315, 16.7667

Results
free energy: -36722.761 eV
free energy less fixed offsets of O -463.61, Si -117.95 eV per atom: -10.771 eV
pressure: -1.98 GPa
stress xx, yy, zz, yz, xz, xy (GPa, positive in tension): 1.61, 1.07, 3.27, 0.71, 0.96, -0.02

Forces (eV/angstrom), in the order of the atoms: element, x, y, z
Si, 0.1836, -0.6796, 0.4675
Si, 1.0392, -1.7217, -0.2659
Si, -0.4023, -0.4343, -1.0886
Si, -0.3503, 2.0224, 1.3806
Si, -0.1846, -0.2162, 0.2843
Si, -0.3975, 1.058, 0.0548
Si, 0.4228, 0.8651, -0.9898
Si, 0.988, -0.0444, 0.8459
Si, -0.1161, -0.0983, 0.0542
Si, -0.0045, -0.1609, -0.1153
Si, -0.7618, 0.7701, -0.438
Si, 0.3013, 0.229, -0.9319
Si, -0.2083, 0.4403, -0.0106
Si, -0.4875, -0.6229, -1.6308
Si, 0.2198, -2.4034, -1.6307
Si, 0.8136, 0.4494, -0.325
Si, -0.6577, 0.3747, 0.5925
Si, -0.1414, 0.4049, -0.2166
Si, -0.1458, -0.1503, 0.5144
Si, 1.1214, -1.3669, 0.5869
Si, 0.0023, -0.383, -0.7662
Si, -0.5688, -0.0832, -1.2178
Si, 0.3708, 1.4229, 0.4773
Si, 0.6964, 1.1738, -0.1041
Si, 0.2913, -0.23, 0.1578
Si, -0.2179, -0.3413, -0.7257
Si, 0.0139, -0.8957, 0.1022
Si, 1.4884, -0.4359, -0.0947
Si, -0.3725, -1.68, -1.0278
Si, -0.7329, 0.4652, 0.0762
Si, -1.0819, 0.104, 0.7183
Si, -0.7036, 1.4809, -1.5655
Si, 0.2758, 0.3365, 1.0708
Si, 0.2255, -0.7056, 0.4073
Si, 0.0312, 0.2264, 0.4057
Si, 0.03, -0.3446, 1.2328
Si, -1.4404, -0.1042, -0.0825
Si, -0.1955, 0.3791, 0.507
Si, 0.8465, 1.1837, 1.2434
Si, 0.4626, -0.5195, 0.0892
Si, -0.2476, -1.1943, 1.0889
Si, -0.6433, -0.5152, -0.4661
Si, -0.9202, 0.0954, -0.3433
Si, -1.0207, 1.3259, 0.7054
Si, 0.2684, 0.1403, 0.2191
Si, 0.8326, -0.6657, 0.1413
Si, 0.1291, -0.4278, -0.0089
Si, -0.3156, -0.917, -0.6232
Si, 0.4167, 0.3449, -1.3144
Si, 1.213, -0.0579, -1.0034
Si, 1.3089, 0.8086, 0.2804
Si, 0.4092, -0.2189, 0.4914
Si, 0.5636, 0.3399, 0.5844
Si, -0.9367, 0.4288, -0.501
Si, -0.6141, 0.6153, -0.1602
Si, -0.7403, 0.1239, -0.1674
Si, 0.5195, 0.5459, 0.9456
Si, 0.5354, 0.4684, 0.9111
Si, 0.9515, 0.3652, -0.3239
Si, -0.8731, -1.0121, -0.2355
Si, 0.9032, -0.0864, -0.3024
Si, -0.6273, -1.1709, -1.0792
Si, -0.6656, 0.1557, -1.0156
Si, -0.3865, -0.784, 0.8985
Si, 2.335, 0.5203, -0.193
Si, 0.5414, 0.3143, 0.5837
Si, -0.5371, -0.893, 0.3508
Si, -0.8333, 0.3967, 0.8371
Si, -0.5265, -0.152, -0.7859
Si, -1.2877, 0.564, 0.7497
Si, -0.3551, -0.2471, 0.436
Si, 0.5805, -0.7594, 1.1298
Si, 1.1152, 0.2657, -0.9232
Si, -1.2409, 0.9048, 1.1434
Si, -0.2775, -0.2116, -0.3016
Si, 0.0246, 0.5923, 1.7824
Si, -0.3827, -0.2916, -0.07
Si, 0.0493, 0.0051, 0.6553
Si, -0.2996, 0.1531, -0.5362
Si, 2.0261, 0.6847, -2.43
Si, -0.8779, 0.2064, -0.2827
Si, -0.7194, 0.5017, 0.737
Si, 0.9037, -1.2903, 1.7761
Si, -0.8864, 0.8196, -0.7823
Si, -0.6496, 1.5471, -1.0917
Si, -1.3654, -1.7299, -0.1627
Si, 0.9975, 0.372, 2.4664
Si, -1.7772, 0.5799, -1.156
Si, 0.1869, -0.9285, 0.0696
Si, -0.2282, -0.345, -1.3809
Si, -2.474, -1.0891, -0.6106
Si, 1.0454, -1.1582, -1.7507
Si, -1.5785, -0.1092, -0.1325
Si, -0.1087, -0.8799, 1.7277
Si, 0.0525, -1.7193, -1.5739
Si, -0.0139, -1.1383, 0.0022
Si, 0.1208, -2.2208, -1.9022
Si, 0.3739, 0.8409, 0.1202
Si, -0.3203, -0.5484, 0.9145
O, -0.11, 1.4576, 0.4065
O, -1.7959, -0.2637, 0.5228
O, 0.4327, 0.4632, -0.6088
O, 0.1586, 0.9381, -0.577
O, -0.2885, -0.2633, 1.5072
O, 0.0866, -0.0793, 0.0538
O, 0.1185, -0.8697, -1.7254
O, -1.2213, -0.2968, -1.4726
O, 0.7503, 0.7141, -0.3648
O, 0.4831, 1.1288, 0.5643
O, -0.5966, 1.35, 0.5957
O, -0.2248, -0.6652, 0.8239
O, -0.1828, -1.0907, -0.2939
O, -0.8775, 0.2402, 0.5895
O, -0.7337, 0.9335, -0.8954
O, 1.0494, -0.3621, 0.846
O, 0.2297, -0.125, -0.2195
O, -1.2788, 0.1322, 0.3568
O, 0.6827, 0.1716, -0.2032
O, 0.7951, -0.5127, -0.5305
O, -0.5282, 0.0849, -1.5635
O, 0.5525, -0.0219, 0.5715
O, 0.1503, -1.0424, 0.2128
O, 0.5597, 0.6657, -0.0076
O, 1.8844, 0.527, 0.0402
O, -0.128, 0.8962, 0.2745
O, -0.0535, 0.5233, 0.7845
O, 1.357, 0.2714, 0.3966
O, 2.0562, -0.0916, 0.2727
O, 0.0805, -0.5631, 1.3528
O, 0.4613, -0.2137, -0.1769
O, -0.5622, -1.0531, -0.04
O, -0.357, -0.4458, -0.0586
O, 0.4061, 0.3731, 0.4806
O, 0.5795, 1.3173, -0.1696
O, 0.1254, 1.3827, -0.5378
O, 0.7358, 1.099, 1.7987
O, -1.0172, 0.9411, -1.309
O, -0.0344, 0.2813, -0.8987
O, 0.5013, -1.0727, 1.1867
O, 0.5145, 0.6619, 1.2458
O, 0.298, 1.729, 1.492
O, 0.0099, 0.439, -0.4011
O, -0.1453, -0.6201, -0.5511
O, 0.6612, 1.0399, 0.384
O, 1.3344, -0.3284, 0.5967
O, -0.4953, -0.1726, -0.5619
O, 0.9749, 0.2862, 0.6576
O, -0.823, 0.3564, -0.7086
O, 1.0656, -0.5517, 0.6506
O, -1.1287, -0.93, -1.4107
O, 0.3578, -1.3768, 0.4359
O, -0.216, 0.2437, -0.0007
O, -0.9798, 0.3203, -0.0058

The program warned: the forces do not sum to zero within the program's tolerance.
